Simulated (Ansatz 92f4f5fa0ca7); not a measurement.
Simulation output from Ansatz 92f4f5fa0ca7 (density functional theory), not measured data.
Periodic cell of 226 atoms, Si134O92, from a study of silicon, its oxide and their interface. The atomic structure is a simulated model.

Settings
functional: PBE
potential files: Ansatz PAW
basis: plane waves
wave-function cutoff: 700 eV
density cutoff ratio: 5
exchange-correlation grid ratio: 1
k mesh: 2 x 2 x 1, shifted by 0.5 0.5 0.5 of a step
self-consistency stop: 5e-08 eV per atom in the density residual
occupations: fixed
spin: none
net charge: 0

Cell vectors (angstrom)
a	10.938	0	0
b	0	10.938	0
c	0	0	32.636

Atoms and the computed forces on them: element, x, y, z (angstrom), force x, y, z (eV/angstrom)
Si	0.3058	-0.2706	25.1099	-0.0093	0.0039	0.0008
Si	5.6402	-0.3687	25.2019	-0.0085	-0.0206	-0.0524
Si	2.5911	2.8803	25.1312	0.0042	-0.0068	-0.0169
Si	7.924	2.9044	25.1707	0.0131	0.0024	-0.0211
Si	0.2934	5.0776	25.3251	0.0074	-0.0117	-0.0408
Si	5.7156	5.1982	25.0587	-0.0025	0.0063	-0.0078
Si	2.5235	8.3372	25.077	0.0034	0.0015	-0.027
Si	8.0133	8.4647	25.2522	-0.0006	0.0095	0.0076
Si	1.4515	1.2884	26.4605	-0.0164	0.0101	0.0048
Si	6.7669	1.3163	26.4629	0.0154	0.0098	0.008
Si	4.1347	4.0924	26.4453	-0.0031	-0.0029	-0.0081
Si	9.5529	3.9876	26.5284	-0.0165	0.007	0.0063
Si	1.4003	6.7855	26.4937	0.0238	0.0233	0.0114
Si	6.8596	6.7813	26.4364	-0.0194	0.0142	-0.004
Si	4.0825	9.4372	26.5108	-0.0182	0.0077	0.0043
Si	9.6044	9.6251	26.509	0.0141	0.0046	-0.0075
Si	2.7892	-0.0438	27.8608	-0.0121	-0.0032	0.0117
Si	8.211	0.0364	27.8554	-0.0021	-0.0202	-0.0004
Si	0.0357	2.6466	27.8492	0.0156	0.0078	-0.0053
Si	5.4527	2.7121	27.8471	0.0147	0.0111	0.0124
Si	2.7883	5.4624	27.8542	0.0016	-0.0246	0.0046
Si	8.2346	5.4509	27.8476	-0.0114	-0.0018	0.0008
Si	0.0032	8.1796	27.8429	0.0114	0.0086	-0.0063
Si	5.4915	8.1213	27.8546	0.0193	0.0067	0.0027
Si	4.1018	1.3673	29.2178	-0.0009	-0.0762	0.1571
Si	9.5708	1.3673	29.2178	0.0585	-0.0361	0.3157
Si	1.3673	4.1018	29.2178	0.0725	-0.1241	-0.2753
Si	6.8362	4.1018	29.2178	-0.0066	-0.0665	-0.158
Si	4.1018	6.8362	29.2178	0.1493	-0.1826	0.3628
Si	9.5708	6.8362	29.2178	0.0138	-0.0304	0.0437
Si	1.3673	9.5708	29.2178	0.0191	-0.1046	-0.0808
Si	6.8362	9.5708	29.2178	0.0391	-0.097	-0.2612
Si	0	0	30.585	-0.0962	-0.0455	-0.0054
Si	5.469	0	30.585	-0.0253	0.0479	-0.0135
Si	2.7345	2.7345	30.585	-0.0267	-0.0227	-0.0015
Si	8.2035	2.7345	30.585	0.0482	0.04	-0.0166
Si	0	5.469	30.585	-0.0366	0.027	-0.0363
Si	5.469	5.469	30.585	-0.0712	0.01	0.0181
Si	2.7345	8.2035	30.585	-0.037	0.0085	-0.0211
Si	8.2035	8.2035	30.585	0.0135	0.0119	-0.0123
Si	1.3673	1.3673	31.9523	0.0027	0.0076	-0.0024
Si	6.8362	1.3673	31.9523	0.0434	-0.0359	-0.0067
Si	4.1018	4.1018	31.9523	0.0329	-0.0219	0.0156
Si	9.5708	4.1018	31.9523	-0.0025	-0.0007	-0.0022
Si	1.3673	6.8362	31.9523	0.0467	-0.0303	-0.0123
Si	6.8362	6.8362	31.9523	0.0166	-0.0233	0.0037
Si	4.1018	9.5708	31.9523	0.0025	-0.0267	-0.0084
Si	9.5708	9.5708	31.9523	0.0449	-0.0028	0.0147
Si	2.7345	0	0.6835	-0.0065	0.0019	0.0017
Si	8.2035	0	0.6835	-0.0248	0.0419	-0.009
Si	0	2.7345	0.6835	-0.0388	0.0123	0.0109
Si	5.469	2.7345	0.6835	-0.0124	-0.0105	-0.0054
Si	2.7345	5.469	0.6835	-0.0749	0.0708	-0.0181
Si	8.2035	5.469	0.6835	0.0243	0.0009	0.0085
Si	0	8.2035	0.6835	-0.02	-0.0117	-0.0065
Si	5.469	8.2035	0.6835	-0.034	0.0269	0.0095
Si	4.1018	1.3673	2.0507	0.02	0.0598	0.0231
Si	9.5708	1.3673	2.0507	0.0062	-0.0845	-0.0103
Si	1.3673	4.1018	2.0507	0.1267	0.0386	-0.0085
Si	6.8362	4.1018	2.0507	-0.006	-0.0112	0.014
Si	4.1018	6.8362	2.0507	-0.033	-0.103	-0.0093
Si	9.5708	6.8362	2.0507	0.0557	0.0445	0.0302
Si	1.3673	9.5708	2.0507	-0.0235	-0.0146	0.0138
Si	6.8362	9.5708	2.0507	0.0857	0.01	-0.0003
Si	0	0	3.418	-0.333	-0.1157	-0.4043
Si	5.469	0	3.418	0.1513	0.143	0.34
Si	2.7345	2.7345	3.418	0.3834	0.4801	-0.3731
Si	8.2035	2.7345	3.418	-0.2524	-0.1215	0.1601
Si	0	5.469	3.418	0.0723	0.197	0.1756
Si	5.469	5.469	3.418	-0.2721	-0.0694	-0.1928
Si	2.7345	8.2035	3.418	-0.0179	0.0005	0.1031
Si	8.2035	8.2035	3.418	-0.027	0.1881	-0.091
Si	1.3393	1.4156	4.6665	0.0015	0.0023	0.0068
Si	6.8175	1.3967	4.8656	-0.0037	0.0035	-0.0226
Si	4.1173	4.1127	4.8236	0.0028	0.0053	0.0081
Si	9.5217	4.1391	4.7644	-0.0064	0.0082	0.0023
Si	1.3702	6.8606	4.8188	-0.0025	-0.0004	-0.004
Si	6.7736	6.879	4.7417	-0.0072	0.0079	0.0076
Si	4.0964	9.5804	4.7931	0.0116	-0.0074	0.0001
Si	9.5337	9.6122	4.7883	-0.0105	0.0025	0.0068
Si	2.7156	0.1167	6.0042	0.0059	-0.0178	0.0124
Si	8.2021	0.0443	6.2517	0.0076	-0.0082	-0.0039
Si	0.0146	2.7763	6.0217	-0.0038	0.0009	0.0146
Si	5.4785	2.7844	6.3037	-0.003	0.0065	-0.0216
Si	2.7891	5.5375	6.2054	0.0093	-0.0033	-0.0114
Si	8.0973	5.496	6.0834	0.0038	-0.0285	0.0128
Si	-0.0154	8.2642	6.1481	-0.0049	0.0105	-0.0133
Si	5.4665	8.2319	6.1972	-0.0132	-0.0125	-0.0011
Si	3.7398	1.6558	7.4573	-0.0354	0.0011	0.0383
Si	9.8989	1.2417	7.4238	0.0162	0.0026	0.0169
Si	1.5483	3.9198	7.3639	-0.0124	-0.0153	0.0203
Si	6.6477	4.4158	7.6333	0.007	0.0241	0.0216
Si	4.3959	6.6548	7.6003	0.0039	-0.0001	0.0099
Si	9.241	7.0922	7.3162	-0.0241	0.0037	0.0269
Si	1.1549	9.9608	7.3185	0.0021	0.0148	0.0154
Si	7.0534	9.3403	7.5496	0.0064	-0.0203	0.0303
O	5.514	5.5352	8.12	0.0016	-0.0062	0.026
O	0.047	0.0952	7.9357	0.0027	0.0104	0.0311
O	2.628	2.7962	7.887	0.0157	-0.0066	0.0303
O	8.196	8.211	7.923	-0.0015	0	0.0258
O	1.3874	9.4829	24.6445	0.0115	-0.0067	-0.0396
O	6.8548	4.0624	24.6327	0.0016	-0.002	-0.0414
O	6.8162	9.4937	24.7102	0.0038	-0.0017	-0.0376
O	1.3651	3.9372	24.7718	-0.0065	0.0094	-0.0396
O	6.4104	9.7534	9.0331	0.0166	0.0144	-0.0001
O	0.7988	4.4663	8.7325	0.0008	0.011	-0.0047
O	2.1159	9.4725	8.5656	-0.0133	-0.0186	0.0061
O	7.4386	3.8883	9.0184	-0.0091	-0.0022	-0.0205
O	9.7174	6.2114	8.623	0.0221	0.011	0.0009
O	4.0863	0.9273	8.8906	-0.0109	0.0081	0.005
O	3.8054	7.4048	8.9737	-0.0009	-0.0045	-0.0067
O	9.4746	2.1336	8.7553	-0.0235	-0.012	0.0083
O	4.7897	0.1238	23.8769	0.0091	0.0116	0.01
O	2.5983	0.2482	22.232	0.0211	-0.0048	-0.0096
O	10.5743	5.7772	24.0108	0.005	0.0075	0.0152
O	5.0577	5.7962	23.656	-0.0057	-0.0026	0.0055
O	8.8916	7.8887	23.9872	-0.0037	-0.0186	-0.0127
O	3.2937	2.3237	23.7193	-0.0116	-0.0151	0.0117
O	3.2437	7.7058	23.7123	-0.0112	-0.0058	0.0243
O	10.6706	0.5032	23.7611	-0.0149	-0.0097	0.0027
Si	5.1256	10.3161	16.0824	-0.006	0.0032	-0.0021
Si	3.9603	11.8983	10.5114	0.0044	0.0013	-0.0014
Si	12.2226	15.1654	16.4853	0.0049	0	0.0011
Si	8.1299	10.0102	21.1204	-0.0013	-0.0032	0.0154
Si	8.0414	11.187	15.0719	-0.0041	-0.0013	0.0015
Si	0.1236	5.0787	12.1077	-0.0057	0.0084	-0.0068
Si	11.8242	7.7526	20.9317	-0.0016	0.0005	0.0014
Si	3.8854	1.0477	22.8825	0.0004	0.0065	0.0024
Si	2.3473	13.9838	12.0977	0.0034	0.0058	0.0009
Si	2.4744	-0.6775	20.8775	-0.0019	0.0022	0.0044
Si	5.2715	0.3554	20.3992	0.0012	0.0109	-0.005
Si	8.0908	2.4804	9.5496	-0.0016	-0.0092	-0.0065
Si	11.5985	0.6716	13.1185	0.0003	-0.0049	0.0064
Si	11.1798	5.9073	9.2307	0.0076	0.0128	-0.0145
Si	6.6687	8.2888	17.7666	0.0032	0.0013	0.0003
Si	8.5763	15.8488	18.753	-0.0009	-0.0029	-0.0048
Si	12.6911	4.9096	21.3021	0.0045	-0.0028	0.0066
Si	2.5243	9.4906	11.996	-0.0009	-0.0105	-0.0004
Si	9.3959	1.1162	22.934	-0.0028	-0.0033	0.0028
Si	9.3664	9.2516	17.0274	0.0013	-0.0012	0.0013
Si	17.3172	6.2829	15.3742	-0.0015	-0.0041	-0.0022
Si	10.0308	2.2642	15.3342	-0.0021	-0.0006	0.0077
Si	2.4525	5.2898	13.9612	0.0023	-0.001	0.0052
Si	16.2723	6.4858	20.0754	-0.009	0.0011	0.001
Si	5.5602	4.5726	17.7769	-0.0064	-0.0016	-0.0062
Si	3.8252	6.4608	22.8066	-0.0009	-0.0071	-0.0018
Si	4.4302	12.6007	17.9466	0.0005	-0.0003	-0.0074
Si	-0.5068	14.0499	20.6485	-0.0043	-0.0041	0.0022
Si	10.1815	17.2102	16.4632	0.0023	0.0032	-0.0013
Si	12.992	2.9863	19.1544	0.0022	-0.0008	-0.0043
Si	8.0245	6.7701	20.9407	0.004	-0.002	-0.0012
Si	4.1471	8.0119	14.1921	0.0011	0.0019	0.0041
Si	8.7565	11.8106	11.9535	-0.0081	0.0018	-0.0017
Si	2.3499	8.0699	9.3439	-0.0133	-0.0066	-0.0128
Si	9.8291	6.8847	23.1284	0.0004	-0.0014	0.0054
Si	10.7491	9.9906	19.4147	-0.0036	-0.0055	-0.0145
Si	6.7013	0.0433	10.0641	-0.0011	0.0013	-0.0071
Si	8.917	4.9669	14.0879	-0.0081	0.0019	-0.0044
O	9.8501	1.9403	21.6026	0.0038	0.0097	0.0012
O	1.3677	17.2079	20.4705	-0.0007	0.0065	0.03
O	11.2662	4.1568	21.6085	0.0086	-0.0133	-0.0285
O	13.0017	14.8919	17.8607	-0.0192	-0.0139	0.0032
O	4.2641	6.8884	21.2597	-0.008	-0.0095	0.0094
O	4.2796	11.5901	16.6668	0.0214	-0.0031	0.0213
O	8.3685	2.311	11.1832	0.0095	-0.0276	-0.0168
O	7.0961	4.3891	18.3082	-0.0094	0.0093	0.0075
O	3.7552	8.7605	12.7961	-0.0149	-0.0007	0.001
O	19.5606	6.3835	19.4717	-0.0029	-0.0177	0.0284
O	9.345	5.1905	17.3561	-0.0067	0.0084	0.0043
O	6.437	10.9253	15.2924	0.0036	-0.0121	0.0167
O	2.9748	10.7546	11.0882	0.0113	-0.0015	0.0033
O	1.8882	12.6838	12.9787	-0.0093	-0.0098	-0.0055
O	4.156	9.2999	15.2262	0.0163	0.0007	0.0063
O	10.114	7.8343	16.8135	-0.0177	0.0082	0.0037
O	8.2029	22.5285	13.4848	0.004	-0.0027	0.0006
O	9.3837	-0.4752	20.1747	0.0144	-0.0077	0.0052
O	0.5501	13.4325	19.5518	0.0146	0.0283	0.0201
O	-2.3713	2.1667	23.8544	0.0011	0.0019	0.0094
O	4.8827	14.0763	17.4625	0.0013	-0.0141	0.0262
O	8.4419	-0.1532	22.5308	0.0149	0.0148	-0.0093
O	7.0195	12.268	9.0991	0.0224	0.0007	0.0543
O	4.8895	1.4019	21.6217	-0.0123	-0.0328	-0.0094
O	3.1606	4.2801	12.848	-0.0257	-0.003	-0.0137
O	6.6413	10.4738	20.6649	-0.0064	-0.0074	-0.0006
O	9.245	14.7476	19.7573	0.0014	0.015	0.0029
O	1.3498	10.0986	13.0018	0.0046	0.0214	-0.0145
O	10.3922	0.7296	11.9924	-0.0094	-0.0031	0.0202
O	20.4121	5.0533	12.5445	0.0143	0.0125	0.0081
O	11.9355	5.705	13.3374	0.0079	-0.0293	-0.0114
O	3.4005	13.3737	10.9897	-0.0048	-0.0198	0.0038
O	8.7303	12.4024	15.9696	0.0052	-0.015	-0.0264
O	2.1658	19.646	21.244	-0.0197	0.0062	-0.013
O	7.0557	7.2538	16.5318	-0.0102	0.0172	0.0016
O	8.0424	8.3785	21.2148	0.0097	-0.0023	-0.009
O	14.9031	10.304	20.1838	0.0075	0.0197	0.0295
O	7.3499	16.2755	14.4338	-0.0058	-0.0019	0.0081
O	9.7101	6.1023	14.927	0.0095	-0.0164	0.0135
O	8.0109	-0.2665	11.0189	-0.0127	0.0291	0.0005
O	5.554	1.149	19.0069	-0.0344	-0.008	0.0029
O	5.6106	7.2733	14.313	-0.0004	0.0059	0.0244
O	10.964	8.3879	19.704	0.0124	0.0233	0.0226
O	2.6195	16.2922	22.6126	0.0125	0.023	-0.0233
O	1.2575	7.0537	8.7016	-0.0003	-0.0095	0.0351
O	16.9004	7.6639	19.1041	0.0007	-0.0089	0.0028
O	8.8575	9.8445	15.5818	-0.0095	0.0091	0.0249
O	0.141	13.9873	16.3159	0.0155	0.0044	-0.0167
O	8.895	6.0489	22.0988	0.0076	0.0312	-0.0091
O	9.3094	14.3632	14.4442	0.0052	0.0025	0.0154
O	0.1605	6.0517	10.8276	0.0013	-0.0239	0.0062
O	10.8859	1.0957	14.5382	-0.0044	0.0118	0.0006
O	10.9411	7.7431	22.3042	-0.0112	-0.0224	-0.014
O	5.6	9.4185	17.3397	0.0168	0.0095	-0.0159
O	15.7201	5.3701	19.002	0.0214	-0.0023	-0.0061
O	8.0902	9.0395	18.0498	0.0041	-0.0057	-0.0228
O	10.4536	10.2082	17.8133	-0.0149	-0.0203	0.0205
O	13.5818	14.8049	20.4071	-0.0339	-0.0015	0.0007
O	11.8211	3.6821	11.6452	0.0124	0.0204	0.017
O	12.1254	10.7293	19.9446	-0.0089	-0.0259	0.016
O	2.0688	8.3227	10.9322	0.01	0.0197	-0.0129
O	3.1415	6.7158	14.3827	-0.0079	-0.0032	-0.0121
O	3.0099	12.6697	18.7662	0.0132	0.0272	-0.0102
O	11.7133	16.7104	16.5973	-0.016	-0.0011	-0.0047
O	5.4547	0.4978	11.0319	0.0046	-0.0025	-0.0181
O	13.2529	15.2019	15.2288	-0.0191	0.0138	0.0083
O	6.5886	6.0074	21.0005	0.0101	0.0074	-0.0104
O	16.3753	5.3221	16.3127	0.0145	0.0019	0.0065

Results
free energy: -137526.649 eV
free energy less fixed offsets of O -569.03, Si -635.61 eV per atom: -4.149 eV

The program warned: the cutoff lies below the one the program advises for these potential files; the exchange-correlation potential is rough where the density is thin.
